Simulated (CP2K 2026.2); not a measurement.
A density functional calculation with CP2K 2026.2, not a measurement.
Periodic cell of 534 atoms, Si358O176, from a study of silicon, its oxide and their interface. The atomic structure is a simulated model.
Doubt: the forces sum to 2.17 eV/angstrom along one axis rather than to zero, so they err by at least 0.0041 eV/angstrom per atom on average; the grid cutoff is modest.

Settings: functional PBE; method Gaussian and plane waves; basis set DZVP-MOLOPT-SR-GTH; pseudopotentials GTH-PBE; grid cutoff 400 Ry, relative cutoff 50 Ry; k points Gamma only; occupations fixed; spin none; net charge 0.

Cell vectors (angstrom)
a	16.4025	0	0
b	0	16.4025	0
c	0	0	35.3127

Atoms and the computed forces on them: element, x, y, z (angstrom), force x, y, z (eV/angstrom)
Si	-0.321	0.102	-0.149	0.12	-0.004	-0.028
Si	2.619	3.067	-0.219	-0.046	-0.091	-0.134
Si	0.364	5.3	-0.361	-0.167	0.241	0.011
Si	2.455	8.553	-0.081	0.017	0.021	-0.26
Si	0.029	10.7	0.231	-0.143	0.138	-0.387
Si	2.963	13.408	-0.067	-0.104	0.001	-0.059
Si	5.482	-0.116	-0.182	0.001	-0.02	0.102
Si	8.688	2.464	-0.182	0.235	-0.187	0.054
Si	5.605	5.975	-0.115	0.269	-0.177	0.282
Si	8.515	7.996	0.248	0.103	0.141	-0.205
Si	5.147	11.161	-0.021	-0.107	0.004	0.143
Si	7.918	14.284	-0.297	0.278	-0.088	0.155
Si	10.809	0.185	0.263	-0.078	0.004	-0.271
Si	13.832	2.298	-0.287	-0.117	0.155	0.004
Si	10.722	5.821	0.096	0.131	0.082	-0.334
Si	13.234	8.596	0.361	0.051	0.048	-0.315
Si	11.127	10.904	0.282	0.084	0.07	-0.5
Si	12.865	14.231	-0.056	0.096	-0.332	-0.186
Si	1.399	1.368	1.042	-0.225	0.129	-0.084
Si	4.116	4.371	1.101	0.106	0.184	-0.266
Si	1.364	6.835	1.175	0.005	0.051	-0.2
Si	4.059	9.597	1.354	0.044	0.093	-0.09
Si	1.289	12.379	1.312	0.142	-0.028	-0.219
Si	4.096	15.03	1.255	-0.019	-0.1	-0.141
Si	6.818	1.483	1.067	0.041	-0.1	-0.196
Si	9.639	4.08	1.301	-0.003	0.134	-0.15
Si	6.992	6.8	1.55	-0.146	0.207	-0.117
Si	9.557	9.673	1.487	0.073	-0.21	-0.276
Si	6.867	12.435	1.055	-0.142	0.139	-0.264
Si	9.382	15.169	1.411	-0.04	-0.158	-0.298
Si	12.36	1.447	1.413	0.028	0.2	-0.221
Si	14.99	4.147	0.893	0.004	-0.147	-0.088
Si	12.184	6.916	1.555	-0.05	0.069	-0.197
Si	14.883	9.663	1.585	0.038	-0.056	-0.165
Si	12.198	12.527	1.528	0.079	0.11	-0.148
Si	14.82	15.066	1.214	-0.136	0.121	-0.243
Si	-0.029	2.79	2.442	0.075	-0.033	-0.184
Si	2.698	0.041	2.522	-0.004	0.014	0.049
Si	-0.041	8.168	2.647	0.138	-0.004	0.27
Si	2.748	5.557	2.602	-0.139	0.045	0.093
Si	-0.11	13.76	2.608	0.033	0.004	-0.12
Si	2.681	10.991	2.7	-0.125	-0.174	0.203
Si	5.461	2.887	2.459	0.078	-0.03	-0.097
Si	8.058	0.163	2.685	-0.093	0.106	0.077
Si	5.494	8.239	2.698	-0.077	0.113	-0.001
Si	8.276	5.363	2.797	0.09	-0.102	0.047
Si	5.498	13.7	2.605	0.107	0.039	0.058
Si	8.109	11.081	2.637	-0.068	0.021	-0.054
Si	11.01	2.839	2.727	0.093	-0.014	0.124
Si	13.636	0.022	2.728	-0.015	-0.085	0.199
Si	10.874	8.293	2.883	-0.073	0.018	0.246
Si	13.707	5.454	2.569	0.127	-0.08	-0.078
Si	10.757	13.788	2.8	-0.236	-0.011	0.161
Si	13.617	11.136	2.854	-0.043	0.117	0.122
Si	1.35	4.132	3.91	-0.066	-0.041	-0.083
Si	4.09	1.451	3.856	-0.042	-0.006	0.008
Si	1.322	9.567	4.053	0.081	0.094	-0.273
Si	4.089	6.888	4.033	0.03	-0.027	-0.02
Si	1.323	15.114	3.936	-0.026	0.084	0.076
Si	4.107	12.354	4.027	-0.061	-0.03	-0.173
Si	6.786	4.072	4.044	0.06	0.073	0.02
Si	9.556	1.452	4.029	-0.088	0.018	-0.109
Si	6.802	9.664	4.034	-0.032	-0.035	0.019
Si	9.548	6.832	4.159	0.026	0.124	-0.031
Si	6.77	15.112	4.043	-0.007	-0.033	-0.117
Si	9.456	12.349	4.107	0.057	0.148	0.032
Si	12.376	4.176	4.066	-0.088	-0.04	-0.032
Si	15.071	1.435	3.975	-0.025	0.013	-0.137
Si	12.283	9.674	4.167	-0.079	-0.028	-0.046
Si	15.024	6.802	4.023	0.098	0.034	-0.084
Si	12.224	15.114	4.105	0.052	-0.013	-0.078
Si	15.06	12.432	4.127	-0.091	-0.095	0.024
Si	0.005	0.01	10.879	-0.012	-0.005	-0.001
Si	2.743	2.733	10.88	0.012	0.008	-0.003
Si	0.006	5.461	10.879	-0.006	0.011	0.001
Si	2.734	8.209	10.857	-0.003	-0.006	-0.005
Si	0.004	10.948	10.842	0.005	-0.019	-0.003
Si	2.743	13.694	10.862	0.013	-0.044	0.002
Si	5.468	0.022	10.868	-0.005	-0.012	-0.003
Si	8.196	2.733	10.866	0.04	-0.012	0.002
Si	5.476	5.46	10.871	0.031	-0.011	-0.003
Si	8.201	8.2	10.883	0.008	0.018	0.005
Si	5.464	10.959	10.877	0.004	-0.006	0.002
Si	8.185	13.692	10.879	-0.003	-0.017	0.006
Si	10.92	0.013	10.884	0.02	-0.012	0.008
Si	13.67	2.734	10.883	0.011	0.019	-0.002
Si	10.932	5.456	10.873	0.015	0.015	0.014
Si	13.665	8.191	10.855	0.021	0.003	-0.009
Si	10.934	10.947	10.875	0.026	-0.029	0.011
Si	13.666	13.68	10.864	0.021	-0.011	0.001
Si	1.387	1.358	12.25	-0.025	-0.011	0
Si	4.132	4.076	12.244	-0.039	0.011	0.002
Si	1.383	6.831	12.227	0.02	0.042	0.012
Si	4.105	9.571	12.226	-0.009	0.002	-0.01
Si	1.385	12.304	12.207	-0.022	0.014	0.004
Si	4.123	15.046	12.232	0.029	0.029	-0.017
Si	6.853	1.356	12.245	-0.026	0.026	-0.006
Si	9.575	4.074	12.24	-0.029	0.009	-0.003
Si	6.854	6.806	12.249	-0.021	0.014	-0.007
Si	9.584	9.562	12.242	0.008	0.013	-0.007
Si	6.84	12.316	12.252	0.009	-0.026	0.006
Si	9.556	15.045	12.256	0.002	-0.005	0.011
Si	12.297	1.364	12.252	0.006	0	-0.007
Si	15.047	4.084	12.251	-0.008	0.012	-0.004
Si	12.314	6.809	12.23	-0.012	0.006	-0.001
Si	15.039	9.566	12.192	-0.037	-0.013	-0.025
Si	12.307	12.308	12.241	-0.018	0.001	0.016
Si	15.038	15.034	12.235	-0.02	-0.018	-0.004
Si	0.011	2.71	13.618	0	0.014	0.005
Si	2.773	-0.005	13.609	-0.005	0.004	0
Si	-0.006	8.207	13.56	-0.005	0.01	0.003
Si	2.757	5.45	13.581	0.007	-0.026	-0.016
Si	0.026	13.662	13.572	-0.011	-0.01	-0.005
Si	2.745	10.946	13.59	0.03	-0.05	0.031
Si	5.502	2.707	13.623	0.064	-0.036	-0.022
Si	8.194	-0.006	13.649	0.031	-0.007	-0.008
Si	5.47	8.185	13.578	0.005	0.027	-0.01
Si	8.219	5.421	13.625	0.036	-0.012	-0.002
Si	5.488	13.699	13.62	-0.085	-0.005	0.008
Si	8.223	10.941	13.6	-0.004	-0.004	0
Si	10.916	2.701	13.633	0.043	0.017	0.003
Si	13.662	-0.016	13.608	0.022	0.02	-0.013
Si	10.951	8.168	13.595	-0.007	0.022	0.014
Si	13.66	5.429	13.613	0.002	0.021	0.019
Si	10.929	13.671	13.612	0.021	-0.023	-0.012
Si	13.686	10.913	13.575	0.061	-0.073	-0.009
Si	1.411	4.076	14.953	0.031	-0.004	-0.011
Si	4.164	1.323	14.993	-0.048	0.018	0.003
Si	1.356	9.571	14.93	-0.025	-0.024	0.023
Si	4.122	6.805	14.948	0.025	0.043	0.05
Si	1.41	15.008	14.942	-0.009	-0.003	0.016
Si	4.115	12.324	14.958	0.049	0.022	-0.011
Si	6.867	4.048	15.014	-0.045	-0.024	0.047
Si	9.551	1.348	15.035	-0.065	-0.001	0.066
Si	6.865	9.534	14.92	-0.039	-0.038	-0.035
Si	9.624	6.764	14.971	0.059	0.006	0.007
Si	6.848	15.029	15.046	0.037	0.029	0.095
Si	9.578	12.302	14.997	-0.001	-0.028	0.057
Si	12.307	4.033	14.997	-0.04	0.019	0.042
Si	15.052	1.317	14.979	-0.053	-0.052	-0.004
Si	12.332	9.533	14.945	-0.004	0.033	0.001
Si	15.05	6.82	14.922	0.013	0.013	0.043
Si	12.28	15.04	14.985	-0.002	-0.025	0.054
Si	15.082	12.267	14.915	-0.031	0.046	0.014
Si	0.07	-0.043	16.309	-0.008	0.022	0.067
Si	2.825	2.732	16.309	-0.047	-0.09	0.084
Si	0.011	5.439	16.269	0.011	0.112	0.043
Si	2.686	8.151	16.257	0.015	0.049	0.085
Si	0.057	10.967	16.344	0.024	0.011	0.057
Si	2.739	13.662	16.365	0.059	-0.022	0.045
Si	5.467	-0.037	16.455	0.062	0.037	0.07
Si	8.189	2.681	16.462	0.094	0.02	0.208
Si	5.504	5.452	16.333	0.011	-0.046	-0.04
Si	8.224	8.134	16.261	-0.021	0.098	-0.029
Si	5.531	10.945	16.243	-0.099	0.024	0.082
Si	8.232	13.662	16.429	-0.061	0.003	0.026
Si	10.879	-0.048	16.412	0.076	-0.01	-0.043
Si	13.642	2.616	16.359	0.028	-0.01	-0.033
Si	10.977	5.402	16.401	-0.012	-0.045	0.222
Si	13.704	8.168	16.315	-0.033	-0.108	0.026
Si	10.973	10.902	16.306	0.062	0.01	0.035
Si	13.703	13.63	16.236	0.045	-0.058	0.065
Si	1.501	1.313	17.647	0.256	-0.005	-0.163
Si	4.126	4.136	17.721	-0.066	0.027	0.122
Si	1.314	6.813	17.693	-0.062	-0.005	0.008
Si	4.063	9.609	17.485	-0.045	0.101	-0.221
Si	1.419	12.321	17.8	-0.005	-0.109	-0.048
Si	4.113	14.934	17.811	-0.038	0.044	0.014
Si	6.784	1.335	17.906	0.047	0.003	0.026
Si	9.587	4.054	17.854	-0.049	-0.035	0.027
Si	6.896	6.803	17.672	0.184	-0.232	0.058
Si	9.626	9.444	17.593	0.053	-0.016	-0.083
Si	6.894	12.2	17.737	-0.041	-0.164	-0.051
Si	9.542	15.04	17.885	-0.086	0.023	0.082
Si	12.285	1.236	17.785	-0.062	0.178	0.034
Si	15.098	3.993	17.584	-0.116	-0.055	-0.183
Si	12.454	6.73	17.747	0.11	-0.029	-0.135
Si	15.034	9.609	17.63	0.063	-0.043	-0.069
Si	12.351	12.312	17.644	0.005	0.063	-0.132
Si	15.124	14.907	17.609	0.027	-0.154	-0.13
Si	0.116	2.705	18.891	0.051	0.028	0.296
Si	2.822	0.002	19.155	0.003	0.114	0.127
Si	-0.054	8.287	19.018	0.152	-0.149	0.197
Si	2.663	5.417	19.097	0.038	-0.072	0.236
Si	0.025	13.657	19.181	-0.068	0.005	0.333
Si	2.828	10.872	19.049	0.038	-0.078	0.491
Si	5.445	2.873	19.234	-0.042	-0.013	0.338
Si	8.078	-0.101	19.372	-0.107	0.044	0.221
Si	5.408	8.23	18.718	-0.037	0.114	0.011
Si	8.181	5.503	19.254	0.026	0.035	0.23
Si	5.391	13.397	19.129	0.085	0.088	0.336
Si	8.359	10.79	19.017	-0.08	0.015	0.218
Si	10.985	2.614	19.259	-0.154	0.083	0.058
Si	13.745	-0.215	18.943	-0.056	-0.069	0.222
Si	10.967	8.082	18.967	0.088	-0.05	0.248
Si	13.888	5.262	19.083	-0.096	0.055	0.238
Si	11.042	13.643	19.107	0.16	0.034	0.1
Si	13.706	10.949	19.001	-0.033	0.052	0.235
Si	1.5	3.792	20.507	0.047	-0.275	-0.408
Si	3.866	1.686	20.518	-0.054	-0.018	-0.231
Si	1.631	9.316	20.326	-0.017	0.069	-0.159
Si	3.892	7.15	20.105	-0.131	-0.098	0.254
Si	1.104	15.423	20.424	0.054	0.039	0.38
Si	4.481	11.689	20.626	-0.424	-0.109	-0.169
Si	6.925	4.09	20.798	-0.04	0.219	-0.285
Si	9.167	1.716	20.584	0.238	-0.106	0.1
Si	6.72	9.524	20.128	0.147	-0.137	0.138
Si	10.007	6.464	20.456	-0.071	0.216	-0.109
Si	6.573	14.691	20.626	0.071	0.122	-0.348
Si	9.979	11.957	20.325	-0.055	-0.197	0.281
Si	12.315	4.14	20.548	-0.11	0.038	-0.153
Si	15.312	1.098	20.02	-0.142	0.005	0.19
Si	12.1	9.716	20.175	-0.049	-0.158	0.038
Si	15.441	6.582	20.347	-0.428	0.418	-0.306
Si	12.735	14.661	20.481	-0.055	0.207	0.324
Si	14.866	12.363	20.514	0.121	-0.12	0.047
Si	-0.482	2.784	24.835	0.115	-0.157	0.43
Si	-1.65	-2.433	24.39	-0.094	-0.058	0.301
Si	0.933	5.737	22.5	0	-0.02	0.398
Si	1.018	14.031	23.007	-0.088	0.028	0.548
Si	5.354	16.559	22.58	-0.069	-0.001	0.106
Si	4.267	-0.493	25.466	-0.123	0.047	0.371
Si	9.412	6.941	28.468	0.009	0.001	-0.158
Si	8.618	5.762	25.685	0.142	-0.138	0.282
Si	8.964	10.088	26.021	-0.055	-0.201	-0.029
Si	12.702	11.61	24.507	-0.167	-0.032	0.317
Si	8.526	0.282	22.988	0.079	0.079	0.472
Si	19.681	5.657	24.628	-0.008	-0.087	0.405
Si	13.858	2.424	22.509	0.107	0.023	0.086
Si	12.689	8.953	23.01	-0.061	0.211	0.316
Si	8.643	13.754	22.528	0.014	-0.153	0.215
Si	9.937	12.613	24.928	0.199	-0.18	0.285
Si	-2.069	1.855	27.314	0.005	0.05	0.071
Si	1.429	8.101	27.049	-0.009	0.085	-0.035
Si	6.056	10.372	25.825	0.026	-0.117	0.185
Si	0.708	5.317	26.234	0.073	0.038	0.086
Si	3.078	13.208	26.736	-0.121	0.1	0.176
Si	5.766	12.798	27.954	-0.036	0.07	0.068
Si	1.563	1.085	26.142	-0.063	0.012	0.115
Si	10.285	0.555	25.15	0.158	0.182	0.304
Si	6.199	5.281	23.786	-0.073	-0.08	0.372
Si	4.356	7.766	26.504	0.042	-0.122	0.163
Si	5.778	7.79	22.259	0.069	0.053	0.001
Si	11.694	9.877	26.952	0.102	-0.046	0.114
Si	12.627	-0.338	23.363	0.074	-0.145	0.251
Si	12.408	5.496	24.792	-0.137	-0.021	0.287
Si	12.398	7.013	27.452	-0.048	0.013	0.176
Si	16.897	11.202	22.579	0.023	-0.03	0.14
Si	8.043	12.248	30.031	0.092	-0.173	-0.186
Si	9.892	12.006	27.777	0.158	0.155	0.025
Si	0.448	1.438	28.907	0.037	0.032	-0.076
Si	7.325	1.109	29.798	0.226	-0.002	0.007
Si	0.137	11.385	32.656	0.033	-0.255	-0.468
Si	3.675	1.292	32.831	0.067	-0.031	-0.357
Si	1.811	10.605	25.2	0.007	0.025	0.368
Si	4.317	10.384	23.38	0.002	0.252	0.154
Si	10.244	0.652	30.709	-0.06	0.062	-0.207
Si	11.645	-3.911	33.136	0.114	-0.248	-0.076
Si	3.433	5.365	30.91	-0.106	-0.035	-0.202
Si	5.06	6.327	28.92	0.11	0.037	-0.261
Si	9.188	9.342	30.314	-0.003	-0.102	-0.092
Si	10.33	7.011	23.435	0.078	-0.11	0.319
Si	10.787	3.375	26.011	-0.143	0.058	0.118
Si	17.151	-1.809	25.946	-0.212	0.084	0.326
Si	14.625	6.718	23.25	-0.145	0.052	0.431
Si	14.71	4.857	28.209	0.001	0.071	-0.176
Si	7.484	20.9	33.016	0.058	0.082	-0.252
Si	14.789	9.709	30.881	-0.127	0.096	-0.267
Si	6.054	-0.428	27.777	0.022	0.056	0.039
Si	2.058	-0.324	31.063	0.048	0.011	-0.517
Si	0.428	5.491	31.946	0.036	0.067	-0.397
Si	4.829	8.017	31.263	-0.17	-0.061	-0.546
Si	0.93	14.377	33.093	0.069	-0.184	-0.084
Si	0.369	7.902	30.027	-0.133	0.215	-0.145
Si	5.897	3.834	30.396	-0.169	0.084	-0.424
Si	11.864	5.458	32.453	-0.072	0.229	-0.268
Si	6.158	8.679	33.777	0.199	-0.049	-0.174
Si	9.188	6.577	31.342	0.025	0.114	-0.39
Si	4.836	16.543	30.427	0.062	-0.242	-0.252
Si	9.347	14.187	32.072	-0.092	0.063	-0.278
Si	12.563	2.514	32.051	0.064	-0.065	-0.472
Si	15.224	3.378	30.734	-0.013	-0.148	-0.208
Si	13.503	7.833	32.783	-0.017	0.332	-0.334
Si	18.762	9.31	32.149	-0.143	0.154	-0.266
Si	11.323	17.53	27.777	-0.02	0.067	0.057
Si	12.055	10	31.388	-0.017	-0.097	-0.254
O	0.069	-0.897	33.893	0.153	0.072	0.228
O	-1.364	1.249	34.546	-0.066	-0.093	0.423
O	3.402	2.653	33.67	-0.065	-0.003	0.376
O	4.447	1.437	31.373	-0.191	0.212	0.389
O	3.815	9.307	31.38	0.094	-0.008	0.219
O	1.382	4.04	34.581	0.161	-0.082	0.158
O	0.257	6.098	33.464	-0.136	-0.228	0.406
O	2.58	8.501	33.554	0.1	-0.13	0.676
O	-0.561	10.765	33.99	-0.225	-0.164	0.706
O	-4.24	8.687	32.36	-0.203	-0.028	0.335
O	0.144	12.973	32.929	0.087	0.111	0.308
O	2.337	14.122	33.888	0.122	-0.039	0.142
O	4.591	0.327	33.794	0.093	0.02	0.104
O	10.872	2.705	27.516	0.09	0.012	0.188
O	9.798	1.246	34.673	-0.077	-0.013	0.399
O	8.385	3.346	33.75	-0.242	0.06	0.151
O	5.26	7.51	34.561	-0.386	-0.267	0.112
O	6.37	5.04	34.069	-0.129	-0.008	0.257
O	9.653	6.99	34.873	0.042	-0.315	0.503
O	7.709	8.632	34.269	-0.228	-0.11	-0.268
O	5.597	10.199	34.013	-0.145	-0.261	-0.203
O	4.029	12.25	34.671	-0.041	-0.147	0.267
O	8.795	14.283	33.605	-0.263	-0.184	0.264
O	6.644	15.249	34.557	0.055	-0.058	0.473
O	10.996	0.543	29.253	-0.018	0.059	0.116
O	11.362	1.452	31.627	0.181	0.202	0.352
O	12.912	2.423	33.64	-0.001	0.083	0.481
O	13.982	2.384	31.182	-0.013	-0.137	0.04
O	11.48	5.286	34.032	-0.023	-0.21	0.18
O	10.756	6.306	31.628	-0.018	0.128	0.26
O	17.817	8.541	31.08	-0.09	-0.209	0
O	13.832	7.798	34.367	0.257	-0.205	-0.035
O	10.648	11.759	34.233	-0.006	-0.19	0.403
O	12.237	9.78	35.054	-0.164	-0.222	0.576
O	12.88	13.31	33.854	0.011	-0.031	-0.005
O	11.837	15.491	34.769	-0.089	-0.057	0.223
O	0.872	4.159	22.026	0.138	0.149	-0.148
O	-3.303	1.212	23.27	0.149	0.256	0.159
O	4.495	1.424	22.037	0.197	-0.105	0.006
O	2.548	2.592	20.902	0.068	0.229	0.081
O	0.592	6.388	21.008	-0.354	0.316	0.089
O	2.783	8.209	20.768	0.191	-0.276	-0.367
O	4.903	6.72	21.361	0.066	-0.027	-0.208
O	6.625	4.436	22.431	0.212	-0.22	-0.65
O	1.677	15.072	21.962	0.064	0.042	-0.358
O	-0.051	16.54	20.889	-0.094	0.05	-0.505
O	5.872	10.813	20.703	0.12	0.09	-0.286
O	4.013	11.539	22.241	0.067	0.321	-0.412
O	8.151	3	20.78	0.097	-0.332	-0.167
O	9.443	1.387	22.21	-0.087	0.041	-0.178
O	8.777	0.277	24.607	-0.186	-0.249	-0.342
O	7.01	8.486	21.414	0.093	-0.002	-0.116
O	6.332	6.886	23.479	-0.128	0.295	-0.197
O	11.168	5.318	20.751	-0.213	0.296	0.154
O	9.608	7.004	21.978	-0.29	-0.126	-0.151
O	4.826	16.48	28.774	0.074	0.082	0.073
O	5.308	15.501	21.334	0.238	-0.146	-0.121
O	8.831	13.502	24.137	-0.021	0.285	-0.314
O	9.532	12.643	21.762	-0.207	-0.044	-0.161
O	12.832	3.641	22.073	-0.093	0.043	-0.172
O	12.201	4.075	25.564	0.267	0.189	0.001
O	18.762	5.906	23.284	0.029	0.098	-0.215
O	14.392	1.95	21.066	-0.006	0.142	0.008
O	12.775	8.831	21.395	0.293	0.033	-0.032
O	11.025	10.784	20.874	-0.014	0.023	-0.582
O	17.537	9.933	21.787	0.141	-0.095	0.025
O	14.389	6.595	21.645	0.064	-0.203	-0.207
O	12.32	15.465	21.879	-0.247	-0.024	-0.269
O	6.927	16.944	22.802	-0.017	0.179	0.024
O	17.809	12.557	22.427	0.035	-0.049	-0.387
O	13.702	13.426	21.062	0.013	0.208	-0.146
O	-0.622	-2.302	23.119	0.006	0.068	-0.102
O	1.548	-2.049	24.524	0.291	-0.122	-0.341
O	-1.032	1.043	28.302	-0.112	0.028	-0.1
O	0.985	2.021	24.92	-0.003	0.196	-0.005
O	-0.133	5.087	27.664	-0.05	-0.038	-0.073
O	2.317	4.97	25.823	-0.105	0.107	-0.051
O	-3.813	10.691	25.857	0.055	-0.14	-0.128
O	0.615	16.171	26.267	-0.115	-0.131	-0.15
O	3.905	14.36	25.888	0.264	0	0.023
O	1.634	13.904	27.15	0.087	0.062	-0.196
O	3.077	0.589	25.807	0.149	-0.09	0.116
O	4.098	-3.587	27.979	0.058	-0.231	-0.185
O	4.647	-0.465	23.893	0.174	-0.184	-0.324
O	10.548	2.158	24.96	0.164	-0.139	-0.316
O	5.067	9.21	26.387	0.131	-0.061	0.131
O	7.23	5.121	25.076	-0.274	-0.172	-0.037
O	9.209	6.862	24.621	-0.065	0.422	-0.319
O	5.492	10.921	24.396	-0.001	-0.073	-0.247
O	5.598	16.412	26.28	-0.105	-0.085	-0.169
O	10.052	13.051	26.516	0.056	-0.04	-0.135
O	11.45	-3.748	24.317	-0.012	0.043	-0.208
O	10.49	0.184	26.725	0.071	-0.271	-0.004
O	15.148	2.86	23.412	0.065	0.221	-0.321
O	16.222	6.46	23.468	0.411	0.116	-0.052
O	13.902	5.573	24.163	0.099	-0.004	-0.082
O	11.274	-0.358	24.253	-0.117	-0.055	-0.019
O	8.187	10.638	30.399	0.043	0.193	0.136
O	13.982	8.169	23.678	0.005	0.036	0.057
O	9.331	12.735	29.103	0.18	-0.113	0.012
O	9.192	8.539	28.863	-0.141	-0.054	-0.102
O	10.311	9.178	26.323	-0.001	0.147	-0.148
O	15.454	11.519	21.849	-0.245	0.053	-0.366
O	3.59	-0.894	30.749	0.095	-0.02	-0.14
O	-0.163	4.338	25.251	-0.105	0.147	-0.026
O	0.753	6.963	26.068	-0.282	0.057	-0.009
O	7.395	0.38	28.308	-0.105	0.032	-0.132
O	3.869	7.115	25.098	-0.205	0.294	-0.317
O	2.972	9.996	24.233	-0.016	-0.032	-0.302
O	1.969	5.082	31.524	-0.035	-0.058	0.326
O	4.661	4.829	24.249	0.211	0.052	0.034
O	7.482	9.542	25.647	-0.064	-0.193	0.118
O	9.42	11.068	24.799	0.143	0.065	-0.277
O	2.583	11.867	25.933	0.015	-0.021	-0.275
O	6.413	18.882	29.615	-0.212	-0.091	-0.213
O	7.144	13.713	21.877	-0.272	-0.088	-0.145
O	9.761	-0.773	31.368	-0.11	-0.092	0.376
O	6.553	-4.042	29.333	0.052	0.229	0.212
O	8.52	6.525	27.151	0.028	0.104	-0.216
O	9.08	-1.1	22.306	0.298	0.098	-0.094
O	3.519	5.856	29.327	0.085	-0.15	0.209
O	5.249	6.666	27.338	-0.004	-0.179	-0.094
O	8.702	10.966	27.375	-0.149	0.136	0.039
O	11.319	5.714	23.6	0.025	0.056	0.082
O	11.262	8.357	23.567	-0.135	0.165	-0.214
O	11.011	6.607	28.232	-0.008	-0.01	-0.009
O	8.911	22.498	29.784	0.082	-0.126	0.172
O	9.613	20.889	25.934	-0.117	0.16	-0.199
O	15.623	-2.353	25.785	0.039	-0.128	-0.066
O	13.705	-1.213	24.224	-0.176	-0.024	-0.241
O	14.116	3.443	27.643	-0.263	0.061	-0.245
O	14.939	1.895	25.805	-0.134	-0.132	-0.07
O	13.715	6.15	27.932	-0.034	-0.049	0.241
O	12.201	6.701	25.872	0.083	0.135	-0.385
O	12.778	10.543	23.298	0.25	0.016	-0.218
O	16.918	10.935	24.219	-0.317	-0.097	-0.421
O	12.334	11.341	32.237	-0.016	0.118	0.097
O	11.24	11.083	27.996	-0.091	-0.086	0.002
O	15.576	8.963	29.691	0.114	-0.224	-0.123
O	14.031	12.524	24.5	0.068	0.089	0.019
O	1.301	0.324	29.756	0.336	-0.046	0.119
O	1.397	1.86	27.606	-0.03	0.239	0.142
O	1.16	-1.573	31.544	-0.247	0.07	0.288
O	6.284	-2.055	27.735	0.185	0.014	-0.216
O	1.27	9.653	35.45	-0.009	0.039	0.128
O	-0.077	6.513	30.758	-0.081	-0.268	0.019
O	2.214	0.687	32.358	-0.04	-0.1	0.409
O	3.017	8.014	27.36	0.102	0.188	0.299
O	-0.82	11.045	31.374	0.09	0.255	0.268
O	0.883	7.722	28.517	0.278	-0.337	0.155
O	1.218	9.568	26.336	0.084	0.233	-0.276
O	1.661	10.776	32.412	-0.043	0.067	0.169
O	6.814	3.815	31.721	0.039	-0.059	0.24
O	6.467	0.021	30.743	0.039	-0.163	-0.007
O	6.083	5.108	29.354	-0.126	-0.172	0.037
O	8.808	1.437	30.41	-0.138	0.097	0.066
O	6.118	8.342	32.184	0.23	0.19	0.482
O	4.121	6.603	31.755	-0.061	0.053	0.285
O	4.341	3.996	30.936	0.05	0.105	0.09
O	8.873	8.191	31.432	-0.191	-0.085	0.236
O	6.133	11.699	26.786	0.209	0.089	0.013
O	4.801	8.99	22.723	-0.013	-0.122	0.024
O	8.195	13.303	31.276	0.003	-0.029	0.306
O	5.368	7.735	29.732	-0.052	-0.032	0.356
O	11.99	4.008	31.741	-0.251	0.13	-0.153
O	8.324	5.763	32.437	-0.101	-0.121	0.428
O	16.474	2.628	29.965	0.115	0.078	0.197
O	12.924	1.047	27.435	0.136	0.068	0.081
O	14.756	8.611	32.098	0.171	-0.115	0.362
O	13.274	6.29	32.301	0.168	-0.047	-0.063
O	14.672	4.599	29.806	0.042	-0.022	0.368
O	15.918	4.129	32.003	-0.092	-0.128	0.2
O	10.657	9.982	30.597	0.123	0.271	-0.183
O	10.759	13.386	32.117	-0.014	-0.185	0.142
O	12.574	8.65	27.594	-0.118	0.079	0.067
O	13.293	10.002	30.313	-0.067	0.009	0.345
Si	0.009	0.065	5.366	0.015	0.004	-0.038
Si	2.723	2.768	5.3	-0.009	0.033	-0.093
Si	0.012	5.456	5.374	-0.017	0.013	-0.065
Si	2.72	8.228	5.414	-0.023	0.033	-0.015
Si	-0.006	10.973	5.422	0.028	-0.05	0.017
Si	2.699	13.743	5.34	0.035	-0.063	-0.065
Si	5.388	0.088	5.349	0.063	-0.034	-0.071
Si	8.175	2.756	5.422	0.009	-0.016	0.013
Si	5.444	5.492	5.387	-0.017	0.01	-0.015
Si	8.152	8.256	5.421	-0.026	-0.058	0.037
Si	5.44	10.987	5.425	-0.014	0.025	-0.013
Si	8.134	13.752	5.44	-0.016	-0.03	-0.007
Si	10.882	0.083	5.44	0.039	-0.025	0.028
Si	13.704	2.76	5.396	0.007	-0.016	-0.016
Si	10.971	5.49	5.461	0.071	0.078	-0.011
Si	13.675	8.214	5.411	0.031	0.034	-0.027
Si	10.868	11.008	5.479	-0.027	-0.03	0.014
Si	13.632	13.753	5.449	-0.015	0.016	0.034
Si	1.388	1.412	6.726	-0.014	-0.037	0.018
Si	4.071	4.113	6.727	0.015	0.017	0.006
Si	1.363	6.833	6.756	0.019	0.017	0.007
Si	4.089	9.595	6.78	-0.006	-0.011	-0.012
Si	1.38	12.352	6.752	-0.003	-0.05	-0.017
Si	4.062	15.094	6.731	-0.089	0.064	0.01
Si	6.794	1.385	6.755	0.055	-0.025	0.025
Si	9.566	4.116	6.782	-0.022	0.016	-0.007
Si	6.806	6.854	6.775	-0.032	0.098	-0.028
Si	9.528	9.595	6.812	0.04	-0.004	-0.021
Si	6.802	12.35	6.794	-0.04	0.032	0.035
Si	9.535	15.088	6.794	0.012	-0.013	-0.008
Si	12.31	1.414	6.773	-0.043	0.017	-0.013
Si	15.06	4.111	6.773	0.02	-0.012	0.007
Si	12.321	6.864	6.811	-0.05	0.018	-0.008
Si	15.035	9.587	6.777	-0.001	0.01	-0.002
Si	12.279	12.361	6.809	-0.005	-0.014	-0.019
Si	15.042	15.111	6.767	-0.079	0.03	0.002
Si	0.021	2.744	8.133	-0.016	0.032	-0.002
Si	2.72	0.04	8.123	0.02	-0.021	-0.004
Si	0.003	8.205	8.128	0.008	0.027	-0.002
Si	2.728	5.47	8.129	-0.014	0.001	-0.001
Si	0	13.711	8.118	0.001	-0.013	-0.006
Si	2.73	10.973	8.131	0.02	0.009	0.005
Si	5.442	2.759	8.116	0.002	0.002	-0.011
Si	8.163	0.034	8.144	-0.008	-0.032	0.004
Si	5.45	8.219	8.148	-0.003	-0.032	0.016
Si	8.191	5.487	8.133	0.056	0.036	0.004
Si	5.428	13.724	8.124	0.038	-0.063	-0.018
Si	8.169	10.971	8.164	0.012	-0.018	0.005
Si	10.934	2.754	8.148	0.015	-0.015	0.001
Si	13.666	0.042	8.148	0.031	-0.016	0.007
Si	10.922	8.221	8.153	0.015	0.022	0.008
Si	13.688	5.471	8.145	0.016	0.023	0
Si	10.907	13.718	8.162	0.042	0.012	0.012
Si	13.658	10.958	8.136	-0.039	-0.065	0.011
Si	1.378	4.103	9.512	0	0.005	-0.005
Si	4.099	1.384	9.496	0	-0.004	-0.006
Si	1.373	9.58	9.484	-0.011	-0.009	-0.01
Si	4.1	6.83	9.505	-0.003	0.038	-0.002
Si	1.37	15.063	9.497	-0.024	0.007	-0.003
Si	4.101	12.33	9.499	-0.031	0.017	0.001
Si	6.83	4.103	9.49	-0.029	0.013	-0.006
Si	9.562	1.377	9.501	0.003	0.013	0
Si	6.823	9.577	9.523	0.001	0.011	0.001
Si	9.565	6.837	9.512	-0.009	0.005	0.005
Si	6.815	15.055	9.504	0.009	0.014	0.005
Si	9.557	12.327	9.522	0	-0.016	0.005
Si	12.312	4.106	9.51	-0.023	0.023	0.005
Si	15.05	1.387	9.511	-0.02	-0.006	-0.001
Si	12.299	9.583	9.507	-0.016	0.017	0.007
Si	15.052	6.833	9.506	-0.018	0.006	0
Si	12.299	15.068	9.515	-0.02	-0.016	0.005
Si	15.039	12.328	9.485	-0.01	-0.002	-0.011

Results
total energy: -115454.725 eV
total energy less fixed offsets of O -438.04, Si -107.15 eV per atom: 0.015 eV
